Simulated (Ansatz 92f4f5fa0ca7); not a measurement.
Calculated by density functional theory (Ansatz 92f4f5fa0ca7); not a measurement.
Periodic cell of 225 atoms, Si133O88H4, from a study of silicon, its oxide and their interface. The atomic structure is a simulated model.

Settings: functional PBE; potential files Ansatz PAW; basis plane waves; wave-function cutoff 700 eV; density cutoff ratio 5; exchange-correlation grid ratio 1; k mesh 2 x 2 x 1, shifted by 0.5 0.5 0.5 of a step; self-consistency stop 5e-08 eV per atom in the density residual; occupations fixed; spin none; net charge 0.

Cell vectors (angstrom)
a  10.938  0  0
b  0  10.938  0
c  0  0  31.948

Atoms: element, x, y, z (angstrom)
Si  0.2992  10.5438  24.4006
Si  5.2274  0.1442  24.5319
Si  2.978  2.3435  24.5293
Si  7.9387  2.9248  24.5032
Si  10.6305  5.4224  24.4478
Si  5.7709  5.204  24.4413
Si  2.593  8.3564  24.5399
Si  8.5285  7.7776  24.4233
Si  1.3637  1.2275  25.8078
Si  6.8221  1.3163  25.8031
Si  4.1433  4.0257  25.7275
Si  9.4812  4.0244  25.9104
Si  1.3662  6.6758  25.6706
Si  6.9039  6.7522  25.8098
Si  4.0914  9.5342  25.9025
Si  9.6129  9.4411  25.714
Si  2.7229  -0.0515  27.2592
Si  8.2433  -0.0798  27.0875
Si  0.007  2.6513  27.143
Si  5.4733  2.6915  27.1893
Si  2.7584  5.3929  27.0877
Si  8.1908  5.4277  27.276
Si  0.0432  8.0989  27.1181
Si  5.5167  8.1451  27.1507
Si  4.0954  1.3521  28.5661
Si  9.5749  1.3013  28.5067
Si  1.3753  4.0595  28.4911
Si  6.8163  4.0558  28.5843
Si  4.1067  6.7869  28.491
Si  9.5973  6.8138  28.5524
Si  1.3573  9.4873  28.5474
Si  6.8636  9.5412  28.5078
Si  0.0097  -0.0353  29.8938
Si  5.4887  -0.0183  29.8906
Si  2.7334  2.7339  29.9039
Si  8.2232  2.6973  29.8969
Si  0.0263  5.4422  29.8907
Si  5.4622  5.4568  29.9066
Si  2.758  8.1657  29.8941
Si  8.2229  8.1927  29.8988
Si  1.3673  1.3673  31.2643
Si  6.8362  1.3673  31.2643
Si  4.1018  4.1018  31.2643
Si  9.5708  4.1018  31.2643
Si  1.3673  6.8362  31.2643
Si  6.8362  6.8362  31.2643
Si  4.1018  9.5708  31.2643
Si  9.5708  9.5708  31.2643
Si  2.7345  0  0.6835
Si  8.2035  0  0.6835
Si  0  2.7345  0.6835
Si  5.469  2.7345  0.6835
Si  2.7345  5.469  0.6835
Si  8.2035  5.469  0.6835
Si  0  8.2035  0.6835
Si  5.469  8.2035  0.6835
Si  4.102  1.3864  2.061
Si  9.5347  1.4124  2.0372
Si  1.3433  4.1321  2.0527
Si  6.8134  4.115  2.0543
Si  4.1024  6.8579  2.0588
Si  9.5629  6.8571  2.0561
Si  1.3779  9.5621  2.0307
Si  6.8125  9.5992  2.0602
Si  -0.0101  0.0241  3.3091
Si  5.4699  0.047  3.4686
Si  2.738  2.7925  3.3936
Si  8.1605  2.7676  3.4492
Si  -0.0131  5.5097  3.4488
Si  5.4793  5.5115  3.4265
Si  2.7661  8.2535  3.4417
Si  8.1926  8.2447  3.4054
Si  1.3717  1.3477  4.6505
Si  6.7939  1.4401  4.8832
Si  4.0459  4.215  4.7874
Si  9.5126  4.1548  4.8045
Si  1.3605  6.9297  4.7934
Si  6.8818  6.8577  4.8007
Si  4.1248  9.6217  4.8615
Si  9.5292  9.7051  4.7028
Si  2.7203  0.1097  6.1541
Si  8.2131  0.0651  6.2166
Si  -0.0338  2.6735  5.9629
Si  5.4155  2.8956  6.192
Si  2.696  5.6088  6.2236
Si  8.253  5.5553  6.2781
Si  0.0012  8.4032  6.0344
Si  5.5404  8.2342  6.1863
Si  3.7258  1.8225  7.4449
Si  9.8294  1.2331  7.5106
Si  1.4086  3.917  7.2546
Si  6.5382  4.4898  7.5423
Si  4.325  6.7588  7.5742
Si  9.5337  7.231  7.4547
Si  1.118  9.921  7.4668
Si  7.1829  9.3207  7.5148
O  9.6201  6.618  23.8967
O  4.1114  1.2525  24.0063
O  8.346  8.2332  8.0499
O  2.5636  2.9174  7.8824
O  6.854  4.0606  23.9345
O  1.4617  9.4354  24.0144
O  5.41  5.6083  8.0789
O  -0.0016  0.0906  7.9939
H  7.073  3.8364  8.7707
H  6.5638  9.8934  8.7445
O  10.6492  6.848  8.6446
O  1.7292  9.2364  8.8367
O  4.2338  1.2998  8.9031
O  0.3318  4.2926  8.452
O  9.2551  1.9833  8.8822
O  3.7563  7.5216  8.9346
H  7.9417  8.3481  23.179
H  8.6009  2.3286  23.3051
O  5.2576  5.9699  23.0709
O  2.2384  2.8441  23.1541
O  10.6834  0.1159  22.9258
O  0.042  4.3859  23.194
O  3.4391  7.9119  23.2059
O  5.9088  10.3872  23.1989
Si  9.5691  9.316  14.9842
Si  2.4501  4.962  11.6017
Si  0.8498  0.6976  14.6986
Si  10.0461  9.9333  18.8625
Si  6.8258  0.3923  11.6596
Si  9.5695  7.1865  12.7121
Si  2.0427  9.2036  17.9516
Si  2.9708  8.7056  9.7517
Si  4.1771  2.4991  16.855
Si  4.5066  7.1559  22.2423
Si  10.8724  5.346  16.7607
Si  2.6164  6.3723  17.8784
Si  0.9711  2.5578  17.2622
Si  5.7373  6.6029  16.9729
Si  8.5991  4.7237  11.483
Si  10.9969  5.4989  9.5091
Si  3.099  0.112  20.2016
Si  1.6371  7.5715  12.4613
Si  5.72  9.8867  21.6563
Si  1.3678  1.8924  11.7682
Si  0.2599  0.5543  21.4331
Si  2.6944  9.4435  14.8218
Si  8.9397  3.3081  15.5573
Si  1.0264  3.4621  22.2643
Si  9.3602  1.8574  10.52
Si  5.5819  8.7799  14.998
Si  6.8075  8.3008  12.2869
Si  3.0432  5.0655  20.4949
Si  9.4006  1.6357  18.239
Si  7.9453  0.908  14.4307
Si  5.9566  4.2944  15.1207
Si  7.0062  0.9138  19.781
Si  5.568  5.4839  12.1153
Si  4.6619  2.6985  19.7633
Si  4.035  0.6114  10.357
Si  6.043  0.2767  16.7805
Si  8.7262  7.6607  17.5989
O  0.1168  1.7627  18.4375
O  6.0161  9.6759  16.2828
O  1.4835  5.5306  10.3623
O  6.9545  4.9061  11.3979
O  3.397  1.6723  19.8596
O  7.115  7.2296  17.6884
O  6.9557  1.0584  13.1516
O  5.7041  7.1256  11.9483
O  5.4256  1.0366  11.1123
O  10.2658  10.6669  20.3319
O  8.9845  8.7176  16.3777
O  1.8843  3.4555  11.9202
O  0.589  1.8553  15.8255
O  8.9027  2.7118  17.1058
O  8.8552  3.1173  11.4465
O  4.9443  3.0639  18.1889
O  2.3638  11.0335  14.7547
O  7.0735  1.0624  15.8006
O  9.5629  5.2543  10.2639
O  2.5885  2.6188  17.187
O  1.4525  6.1014  16.6668
O  2.1597  7.7386  18.6337
O  5.991  2.0268  20.4113
O  9.1729  8.5305  18.9391
O  3.6221  6.4863  21.044
O  0.8049  1.3561  13.2094
O  2.1598  6.046  12.8094
O  8.4217  1.7466  19.5676
O  1.8276  8.4966  13.7977
O  2.6659  1.0762  11.1598
O  9.2407  10.9821  17.8738
O  6.9724  10.5367  20.7851
O  9.1768  2.0021  14.5478
O  11.0022  7.4706  11.9873
O  6.7335  8.5764  13.8885
O  6.4712  0.3629  18.3386
O  0.3837  4.0357  17.5983
O  9.1864  5.5741  12.7852
O  8.5434  10.3493  14.2733
O  8.2637  0.6769  10.897
O  2.4507  8.1737  11.1957
O  4.2368  9.3454  14.3052
O  6.5507  9.7202  11.5555
O  5.6075  8.2395  21.6547
O  9.7468  7.921  14.1533
O  8.3285  7.8534  11.8861
O  2.5226  5.1693  18.9568
O  1.7735  0.03  21.1303
O  1.7179  4.5255  21.2545
O  10.9732  1.677  10.8207
O  10.0181  4.5803  15.5137
O  4.2969  4.0269  20.6078
O  5.5645  5.0181  13.7001
O  0.4999  9.6573  18.0747
O  4.2627  6.5305  17.6952
O  3.9753  9.94  10.1008
O  2.5254  9.0073  16.3955
O  2.9554  10.2672  18.7735
O  7.4765  3.7303  14.9504
O  5.3215  7.3164  15.5844
O  10.9031  10.2777  15.0509
O  4.3191  10.4136  21.0376
O  4.5555  0.9264  16.6391
O  4.7082  3.2847  15.5099
O  9.7623  6.371  17.4267
O  0.2523  2.222  21.48
O  6.1738  5.1316  16.4991
O  4.1213  4.9877  11.4314

Results
free energy: -134676.800 eV
free energy less fixed offsets of H -17.10, O -569.03, Si -635.61 eV per atom: 2.370 eV

Forces (eV/angstrom), in the order of the atoms: element, x, y, z
Si  0.0326  -0.0145  -0.0351
Si  -0.0301  0.0035  -0.037
Si  0.0077  -0.0247  -0.0326
Si  -0.0128  0.0381  -0.0134
Si  -0.0255  -0.0053  -0.039
Si  0.0178  -0.0062  -0.0393
Si  0.0075  0.0327  -0.0321
Si  0.0214  -0.0307  -0.0164
Si  -0.0083  -0.0088  -0.0005
Si  0.0102  0.0183  0.0173
Si  0.0042  0.0055  -0.0044
Si  -0.0112  -0.0155  -0.0059
Si  -0.0121  0.0033  0.0049
Si  0.0129  0.0136  0.0022
Si  0.0248  0.0132  -0.0164
Si  -0.0141  0.0032  0.0237
Si  0  0.0072  0.001
Si  0.0051  -0.0055  -0.0104
Si  0.0106  -0.0118  -0.0056
Si  -0.0055  0.0108  -0.0028
Si  -0.0013  0.0042  0.0175
Si  -0.0005  0.0031  -0.0081
Si  0.0024  -0.0035  -0.0028
Si  0.0062  0.0005  -0.0052
Si  0.0007  0.0046  -0.0165
Si  -0.0121  -0.008  -0.0038
Si  0.0043  0.0056  -0.0207
Si  -0.0208  -0.012  -0.013
Si  -0.0154  -0.0154  -0.0205
Si  0.012  0.0146  -0.0153
Si  -0.0131  -0.0156  -0.0144
Si  0.0001  0.0021  -0.0075
Si  -0.0098  0.0027  0.0017
Si  0.0118  -0.0077  -0.006
Si  0.0018  0.0017  0.0033
Si  0.009  -0.0109  -0.0068
Si  0.009  -0.0082  0.001
Si  -0.0067  0.004  -0.0004
Si  0.0059  -0.0053  0.0008
Si  -0.0021  0.0067  -0.0008
Si  -0.0313  -0.095  -0.034
Si  0.0614  -0.1481  0.0159
Si  -0.0997  -0.0183  0.1405
Si  0.1322  -0.1209  -0.1023
Si  0.0921  -0.1723  -0.0121
Si  0.0179  0.0071  -0.0268
Si  0.1076  -0.1047  -0.1067
Si  0.0044  -0.0079  0.1327
Si  0.0783  0.1029  -0.0089
Si  -0.1427  0.0925  0.0219
Si  -0.1275  0.1978  -0.0373
Si  -0.014  0.0093  -0.0576
Si  -0.04  0.134  0.1158
Si  -0.0257  0.0207  0.0763
Si  0.029  -0.0838  -0.1085
Si  -0.0432  0.164  0.0229
Si  0.0061  -0.0032  0.0002
Si  -0.0074  0.0078  0.0081
Si  -0.0073  0.0064  -0.0007
Si  -0.0049  -0.0066  -0.008
Si  -0.0057  0.0112  -0.0048
Si  0.0092  -0.0042  -0.0017
Si  -0.0011  -0.0071  0.0042
Si  -0.0095  0.0083  0.0019
Si  0.0048  0.0048  0.0074
Si  0.009  0.0016  0.0095
Si  0.0109  0.0119  0.0192
Si  0.0044  0.0021  0.0072
Si  0.0083  0.0064  0.0192
Si  0.0013  -0.0001  0.0201
Si  0.006  0.0001  0.0122
Si  0.0025  0.0037  0.0174
Si  -0.0099  -0.0098  -0.0052
Si  -0.0007  -0.0001  0.0087
Si  0.0002  -0.004  0.0037
Si  -0.0229  0.0173  0.0015
Si  0.0135  -0.0116  -0.0019
Si  -0.0005  0  0.0009
Si  -0.0048  0.0011  0.0072
Si  0.0064  -0.0025  0.0024
Si  -0.0178  0  -0.0099
Si  0.0111  -0.0112  -0.0266
Si  -0.0283  -0.0135  0.0173
Si  0.005  -0.0137  0.0004
Si  0.014  -0.0109  -0.0126
Si  -0.0114  0.0039  -0.0128
Si  0.0147  -0.0046  0.0108
Si  0.0015  0.0238  0.0016
Si  -0.0187  0.0226  0.0318
Si  0.0375  0.0022  0.0436
Si  -0.0101  -0.0274  0.0355
Si  -0.0359  0.0065  0.0084
Si  0.0198  -0.0053  0.0374
Si  0.0147  0.028  0.0321
Si  -0.031  0.0025  0.0324
Si  0.0168  -0.0361  0.019
O  -0.0062  -0.003  -0.0131
O  0.0061  -0.0023  -0.0223
O  -0.0039  0.0127  0.013
O  -0.0021  -0.0015  0.0202
O  -0.0033  -0.0049  -0.0152
O  -0.0077  0.0011  -0.0262
O  0.0028  0.0041  0.0159
O  -0.0008  0.0084  0.0187
H  -0.0015  0.008  -0.005
H  0.0045  -0.0009  -0.0052
O  -0.021  -0.0169  -0.0037
O  0.0119  0.0046  -0.0068
O  -0.0122  -0.0096  0.0003
O  0.0166  0.0279  0.0142
O  0.0146  -0.0198  -0.0165
O  -0.0101  0.0033  -0.0046
H  0.004  -0.0029  0.0051
H  -0.0062  0.0007  0.0052
O  -0.0085  0.0044  0.0042
O  -0.0128  0.0015  -0.0001
O  0.019  0.0006  -0.0011
O  0.0237  0.0145  0.0013
O  0.0009  -0.0139  -0.0007
O  -0.0208  0.0034  -0.0086
Si  0.0019  -0.0009  -0.0004
Si  -0.0047  -0.0019  -0.0015
Si  0.0016  -0.0001  -0.0027
Si  -0.0068  -0.004  0.0008
Si  -0.0026  0.0007  0.0058
Si  0.0012  -0.0014  -0.003
Si  0.0042  -0.0013  -0.004
Si  0.0071  -0.0013  0.0014
Si  -0.0006  0.0029  -0.0031
Si  -0.0053  -0.0006  0.0009
Si  -0.0018  -0.0078  -0.0054
Si  -0.0032  -0.0057  0.003
Si  0.0037  0.0003  0.0026
Si  -0.0036  -0.0039  0.0015
Si  0.008  0.0019  0.0007
Si  0.0041  0  -0.022
Si  -0.0005  0.0002  -0.0005
Si  0.0008  -0.0016  0.0013
Si  0.0018  -0.0043  0.0056
Si  -0.002  0.0062  0.0034
Si  -0.0016  0.0033  0.0013
Si  -0.0007  0.0031  0.0004
Si  -0.0004  0.0027  -0.0062
Si  0.002  0.0082  0.002
Si  -0.0036  0.0008  0.0011
Si  0.0002  -0.0031  -0.0004
Si  -0.0023  0.0018  -0.0013
Si  -0.0049  -0.0001  0.0025
Si  -0.005  0.0014  0.0015
Si  -0.0021  0.0026  -0.0041
Si  -0.0022  0.0011  -0.0043
Si  0.0022  0.002  0.0036
Si  -0.0066  -0.0016  0.0071
Si  0  0.0071  0.0022
Si  0.0011  -0.0019  -0.0065
Si  -0.002  -0.0007  0.0016
Si  0.0044  0.0099  0.0048
O  -0.0089  -0.004  -0.0173
O  -0.0052  0.0166  -0.0148
O  0.0034  -0.0204  0.0178
O  -0.0022  0.0076  0.0124
O  0.0218  -0.0073  0.0086
O  0.0056  -0.0121  -0.0068
O  0.0138  -0.0031  -0.0008
O  0.0228  -0.0077  0.0076
O  -0.0141  -0.0096  -0.002
O  0.0064  -0.0096  -0.0047
O  -0.0037  -0.0041  0.0174
O  0.0045  -0.0015  -0.0078
O  -0.0027  -0.0161  -0.005
O  0.0129  -0.0051  -0.0098
O  -0.0008  -0.0081  -0.0057
O  -0.0161  -0.0285  0.009
O  -0.0088  -0.0132  0.0092
O  -0.0056  -0.0188  -0.0038
O  0.0022  -0.003  0.0138
O  0.011  0.0077  -0.0055
O  0.0058  0.0169  0.0309
O  0.0059  -0.0024  -0.0204
O  -0.0107  -0.0195  -0.0276
O  0.014  0.0104  -0.0308
O  0.0069  -0.011  0.0086
O  0.0108  0.0099  -0.0012
O  -0.0084  0.0204  -0.0248
O  -0.0183  0.0022  -0.0184
O  0.0095  -0.007  -0.0112
O  0.0051  0.0116  -0.0097
O  0.0092  -0.017  0.0144
O  -0.0251  0.0105  -0.0001
O  -0.0093  -0.0241  0.0216
O  0.0036  -0.001  0.0123
O  -0.0107  0.0029  -0.0163
O  0.0001  0.0178  0.001
O  0.0105  -0.0053  -0.0027
O  -0.0067  0.0123  -0.0205
O  -0.0012  0.0029  0.0163
O  -0.0091  0.0146  0.0081
O  -0.0067  -0.0022  0.0056
O  0.0097  -0.0145  0.0169
O  0.009  -0.0041  0.0128
O  -0.0219  0.008  0.0179
O  -0.0086  0.0103  -0.016
O  0.0001  -0.0103  0.0257
O  0.0105  0.0145  0.0021
O  -0.0046  0.0076  -0.018
O  0.0132  -0.0109  0.0054
O  0.005  -0.0089  -0.0002
O  -0.0162  -0.0053  0.014
O  -0.0178  -0.006  -0.024
O  0.007  -0.0068  -0.0226
O  -0.0018  -0.0003  0.0099
O  0.0022  -0.0007  -0.0087
O  -0.0196  0.0096  -0.0085
O  -0.0063  0.0118  -0.0037
O  -0.0131  -0.0053  0.0115
O  0.0083  0.0103  0.0005
O  0.0031  0.0184  -0.0021
O  -0.001  0.0088  0.0098
O  0.0108  0.0133  -0.0078
O  0.0231  0.0189  0.0097
O  0.0023  -0.0058  0.0161
O  0.0004  0.0212  -0.0166
O  0.0233  -0.0064  0.016
O  -0.0073  0.0185  0.0139
O  0.005  0.0069  0.0139

The program warned: the cutoff lies below the one the program advises for these potential files; the forces do not sum to zero within the program's tolerance; the exchange-correlation potential is rough where the density is thin.
